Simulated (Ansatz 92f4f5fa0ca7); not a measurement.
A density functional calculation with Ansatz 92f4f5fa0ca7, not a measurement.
Periodic cell of 272 atoms, Si165O101As1H5, from a study of silicon, its oxide and their interface. The atomic structure is a simulated model.
Doubt: the cutoff is low for norm-conserving oxygen, so forces and energies are approximate.
Doubt: the program's own warning below bears on the result.

Settings
functional: HSE06
potential files: SPMS norm-conserving
basis: plane waves
wave-function cutoff: 800 eV
density cutoff ratio: 4
exchange-correlation grid ratio: 1
k mesh: 1 x 1 x 1, Gamma-centred
occupations: fixed
spin: none
net charge: 0

Cell vectors (angstrom)
a	11.6015	0	0
b	0	13.3963	0
c	0	0	30.9504

Atoms: element, x, y, z (angstrom)
Si	11.7806	-0.0845	24.4637
Si	3.9344	-0.0657	24.2668
Si	7.7786	-0.0298	24.5124
Si	1.8126	3.3713	24.2557
Si	5.8854	3.2635	24.241
Si	9.8261	3.202	24.4051
Si	11.6396	6.7106	24.0044
Si	3.9551	6.6297	24.2669
Si	7.7944	6.6263	24.2105
Si	2.1655	9.8713	24.0645
Si	5.8826	10.0174	24.1451
Si	9.8481	10.0587	24.1123
Si	11.7027	2.1382	25.3012
Si	3.8493	2.2176	24.883
Si	7.8012	2.2189	25.1495
Si	1.9476	5.6067	24.9645
Si	5.8734	5.5024	25.012
Si	9.761	5.5289	24.9211
Si	11.7395	8.8988	24.8948
Si	4.0223	8.8497	25.0458
Si	7.8654	8.9129	24.8675
Si	2.0819	12.0963	25.0421
Si	5.8383	12.2053	25.105
Si	9.7644	12.2287	25.0543
Si	11.6583	2.1901	27.5925
Si	3.8757	2.2253	27.307
Si	7.7739	2.2317	27.4806
Si	1.9469	5.5835	27.3576
Si	5.8347	5.539	27.3814
Si	9.72	5.5682	27.3296
Si	11.6729	8.9011	27.3144
Si	3.9365	8.8928	27.4073
Si	7.7951	8.9181	27.2993
Si	2.0065	12.1882	27.409
Si	5.8294	12.2409	27.448
Si	9.7222	12.2313	27.4192
Si	2.0079	1.0521	28.199
Si	5.8058	1.1118	28.1743
Si	9.689	1.0692	28.2214
Si	11.6301	4.4707	28.1981
Si	3.8753	4.4434	28.1607
Si	7.7819	4.4733	28.1923
Si	1.9777	7.8005	28.1795
Si	5.8703	7.7798	28.1658
Si	9.7237	7.8045	28.141
Si	11.6514	11.115	28.1847
Si	3.9189	11.1105	28.2242
Si	7.7746	11.1267	28.1859
Si	1.9336	1.1164	30.5554
Si	5.8008	1.1164	30.5554
Si	9.6679	1.1164	30.5554
Si	0	4.4654	30.5554
Si	3.8672	4.4654	30.5554
Si	7.7343	4.4654	30.5554
Si	1.9336	7.8145	30.5554
Si	5.8008	7.8145	30.5554
Si	9.6679	7.8145	30.5554
Si	0	11.1635	30.5554
Si	3.8672	11.1635	30.5554
Si	7.7343	11.1635	30.5554
Si	0	0	0.3944
Si	3.8672	0	0.3944
Si	7.7343	0	0.3944
Si	1.9336	3.3491	0.3944
Si	5.8008	3.3491	0.3944
Si	9.6679	3.3491	0.3944
Si	0	6.6981	0.3944
Si	3.8672	6.6981	0.3944
Si	7.7343	6.6981	0.3944
Si	1.9336	10.0472	0.3944
Si	5.8008	10.0472	0.3944
Si	9.6679	10.0472	0.3944
Si	11.541	0.0672	2.7709
Si	3.8553	0.0534	2.7274
Si	7.6703	0.0519	2.7819
Si	1.8603	3.3771	2.807
Si	5.7571	3.3831	2.7675
Si	9.6063	3.3611	2.7819
Si	11.6272	6.7305	2.7642
Si	3.8102	6.7224	2.7657
Si	7.7489	6.742	2.7374
Si	1.9036	10.0871	2.7461
Si	5.7638	10.0503	2.7464
Si	9.6367	10.1003	2.7758
Si	11.509	2.2792	3.6681
Si	3.8111	2.275	3.5588
Si	7.658	2.2834	3.6601
Si	1.9112	5.5887	3.6817
Si	5.7839	5.6458	3.4407
Si	9.689	5.6134	3.4912
Si	11.5782	8.9724	3.5469
Si	3.8166	8.9588	3.5499
Si	7.702	8.9635	3.5311
Si	1.9079	12.358	3.4272
Si	5.7374	12.2794	3.5189
Si	9.6017	12.3533	3.5785
Si	11.3776	2.3163	6.1128
Si	3.736	2.293	5.9344
Si	7.5356	2.3452	6.1013
Si	1.8891	5.6381	6.1367
Si	5.7339	5.7016	5.7612
Si	9.6856	5.6651	5.8296
Si	11.5741	8.9874	5.9031
Si	3.7186	8.9608	5.9215
Si	7.6607	8.9658	5.8821
Si	1.8329	12.4362	5.7388
Si	5.6345	12.2351	5.8663
Si	9.4991	12.3834	5.9639
Si	1.7645	1.2257	6.7047
Si	5.5881	1.0325	6.7106
Si	9.3891	1.1855	6.9666
Si	11.4771	4.5663	6.9328
Si	3.954	4.5246	6.7258
Si	7.6898	4.7253	6.6116
As	1.8425	7.8966	7.0321
Si	5.701	7.8837	6.6613
Si	9.621	7.8843	6.6293
Si	11.5346	11.305	6.4759
Si	3.6069	11.2083	6.6654
Si	7.5884	11.1768	6.6407
H	7.529	11.1251	8.1367
H	9.6406	7.8663	8.1285
O	11.2477	4.6809	8.6132
O	9.0809	1.2168	8.6478
O	3.2541	11.2342	8.3005
O	5.3693	0.6354	8.3163
O	4.5035	4.4436	8.304
O	0.2685	11.6019	8.0711
O	5.7734	7.8143	8.3314
O	7.8143	5.3822	8.1455
O	1.8319	1.274	8.3738
H	7.7432	6.5826	22.7097
H	3.9541	-0.169	22.7732
H	3.9666	6.6582	22.7653
O	2.5036	9.6249	22.4316
O	0.4918	-0.0987	22.8312
O	10.1714	2.8949	22.79
O	11.6076	6.7901	22.316
O	6.0503	3.2219	22.5893
O	5.6826	10.0991	22.4767
O	1.2347	3.5295	22.6701
O	10.1021	10.1962	22.4502
O	7.5663	0.0359	22.8744
Si	0.9544	4.4021	14.919
Si	6.2251	8.0426	12.5782
Si	11.4877	7.432	20.7975
Si	2.407	9.3032	20.8181
Si	9.3144	1.2232	17.6605
Si	11.3107	4.7479	19.2754
Si	3.0596	2.3908	14.2204
Si	4.4677	0.8114	19.4467
Si	8.6888	4.1369	17.6439
Si	8.7414	12.0048	19.2847
Si	4.7397	7.9292	16.5923
Si	8.7888	0.1526	9.8881
Si	4.829	4.8714	9.8469
Si	-0.1179	3.1166	21.8301
Si	8.2612	0.3675	21.4652
Si	10.7651	10.1634	11.7912
Si	6.2587	2.6088	21.1049
Si	4.4386	9.9495	14.1977
Si	4.1424	3.0456	17.11
Si	6.0489	11.6455	18.5632
Si	10.3017	4.9218	12.8044
Si	1.0902	1.3452	9.8252
Si	9.5091	9.7324	20.9909
Si	6.0425	4.7811	18.7599
Si	6.3082	9.7078	21.0183
Si	7.9566	5.1878	9.7479
Si	5.6105	5.9583	14.6472
Si	10.6865	3.8563	9.9324
Si	7.6845	0.6802	15.009
Si	5.005	12.4074	15.8691
Si	9.693	12.9976	12.8
Si	2.0129	12.2354	19.6005
Si	4.8991	7.6962	19.4946
Si	4.995	7.8876	9.761
Si	2.0359	13.2649	16.7582
Si	9.0359	7.4613	11.795
Si	3.7918	2.2255	11.2979
Si	1.0016	13.2788	14.0469
Si	1.9824	10.7111	12.4702
Si	11.2279	11.9877	9.4872
Si	5.5837	0.0257	9.8112
Si	3.0571	5.5819	16.2106
Si	11.4987	0.2592	21.3708
Si	0.578	2.5692	17.3917
Si	3.7371	10.8377	9.8074
Si	7.9979	3.798	14.5911
O	7.7923	12.5322	20.5134
O	6.2414	0.037	15.4854
O	1.7337	12.195	13.0893
O	6.0021	8.1554	20.5974
O	0.4284	13.2677	10.1366
O	5.9271	7.0445	15.8562
O	7.5483	5.1466	18.2474
O	4.1216	1.9105	18.2826
O	11.3596	10.6505	10.3659
O	5.3365	11.381	17.1136
O	5.0343	1.578	20.7686
O	3.1588	13.3616	19.9347
O	7.6446	11.4178	18.2309
O	3.4508	6.9694	16.9477
O	4.2685	6.4235	10.0338
O	9.8835	11.3798	12.4889
O	9.8784	0.2056	21.4959
O	9.4231	13.3475	18.676
O	1.796	12.2281	17.988
O	6.0474	8.1125	10.9709
O	2.5837	10.9712	10.9593
O	5.6187	13.1975	18.8855
O	10.8454	1.6953	17.5897
O	4.7578	11.5028	14.5401
O	0.7786	3.6811	18.6008
O	5.4737	6.7407	13.2175
O	10.0667	4.7618	18.2328
O	0.5663	9.8702	12.6011
O	5.676	9.3901	13.2986
O	11.7296	6.3064	19.613
O	1.7548	1.431	17.2378
O	3.0593	9.857	13.3425
O	1.9516	1.1973	14.1292
O	9.984	6.502	12.6755
O	7.1923	-0.0918	10.0791
O	8.9832	4.0639	13.2958
O	7.7026	1.8253	20.9731
O	4.0721	9.2303	9.7776
O	0.9694	8.6124	20.5626
O	9.6081	12.2312	9.3626
O	5.1938	8.4644	18.0609
O	9.0269	3.9387	9.9389
O	7.908	9.714	21.1594
O	9.8771	8.8296	11.4788
O	11.0337	4.4367	11.4205
O	-0.1662	2.4007	9.8531
O	6.7176	4.7965	14.4875
O	5.6761	10.6847	19.8465
O	3.4846	8.2266	20.1686
O	8.7141	0.6511	16.2702
O	9.3776	0.446	11.4073
O	4.012	2.2575	12.9158
O	6.4341	4.8173	10.2559
O	6.1802	3.8557	20.0806
O	7.8261	7.9163	12.7862
O	8.5209	6.5623	10.4907
O	8.4133	-0.1767	13.8079
O	0.9719	12.7746	15.6085
O	3.0095	4.2434	17.1779
O	4.0678	3.7521	10.7604
O	10.0532	8.2312	20.6159
O	9.8003	10.859	19.8084
O	11.0828	0.1723	13.4896
O	4.2649	9.102	15.5791
O	1.5453	5.7442	15.6413
O	11.3711	4.8552	13.9787
O	4.8796	1.1233	10.7873
O	8.4619	2.5625	18.1249
O	5.1244	6.0821	19.1976
O	2.488	10.7441	20.0512
O	4.0066	2.4269	15.5832
O	0.2745	1.7858	20.9681
O	3.5963	13.1637	16.2436
O	8.7567	4.1355	16.0055
O	5.4927	3.9228	17.4599
O	2.1679	3.7417	14.0642
O	0.3775	3.3286	15.9784
O	0.5993	12.6414	20.3151
O	7.481	2.2433	14.5458
O	4.9611	11.9171	10.0946
O	2.2539	1.7624	10.9039
O	4.1556	5.3266	15.0139
O	10.9551	4.2093	20.7653

Results
free energy: -66673.288 eV
free energy less fixed offsets of As -2657.37, H -15.86, O -447.96, Si -113.29 eV per atom: 0.192 eV
gap between the highest filled and lowest empty level on this k mesh: 1.477 eV

The program warned: the cutoff lies below the one the program advises for these potential files; the model core charge is not resolved on the grid; the forces do not sum to zero within the program's tolerance; the exchange-correlation potential is rough where the density is thin.
